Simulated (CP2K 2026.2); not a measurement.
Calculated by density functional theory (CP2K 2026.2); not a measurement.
Periodic cell of 1145 atoms, Si864O281, from a study of silicon, its oxide and their interface. The atomic structure is a simulated model.
Doubt: the forces sum to 2.78 eV/angstrom along one axis rather than to zero, so they err by at least 0.0024 eV/angstrom per atom on average; the grid cutoff is modest.

Settings
functional: PBE
method: Gaussian and plane waves
basis set: DZVP-MOLOPT-SR-GTH
pseudopotentials: GTH-PBE
grid cutoff: 350 Ry, relative cutoff 50 Ry
k points: Gamma only
occupations: fixed
spin: none
net charge: 0

Cell vectors (angstrom)
a	32.64	0	0
b	0	16.32	0
c	0.1487	-5.5865	38.6845

Atoms and the computed forces on them: element, x, y, z (angstrom), force x, y, z (eV/angstrom)
Si	30.0163	14.0802	0.7392	0.306	0.2699	0.5743
Si	1.0212	0.9048	1.5433	-0.339	0.2986	0.2653
Si	31.0613	4.3095	1.5332	0.0537	-0.1255	0.6426
Si	0.8962	7.5369	1.6245	0.084	-0.034	-0.012
Si	31.8864	9.2501	1.514	0.1174	-0.0518	0.4514
Si	2.1517	12.9647	0.2796	-0.5115	-0.367	0.0984
Si	3.5123	15.5942	0.3514	0.0423	0.0519	0.0891
Si	6.2947	1.8069	1.2669	0.0219	-0.0259	-0.0301
Si	4.8172	3.6563	1.321	0.4955	-0.0297	0.3789
Si	6.3935	7.111	1.4075	0.1083	0.0506	0.7027
Si	4.2343	9.4234	1.3182	-0.3583	0.4249	0.0987
Si	7.4313	11.6455	1.4951	-0.0404	0.0294	0.0206
Si	9.7995	14.8121	1.2725	-0.2013	0.0415	0.6591
Si	12.1718	1.4065	1.4014	0.4242	-0.366	0.1189
Si	9.9128	3.593	1.272	-0.0066	0.1407	0.6604
Si	12.9925	5.9989	1.2779	0.0844	-0.0274	0.06
Si	9.1763	9.9558	1.4227	0.0178	-0.0656	0.0361
Si	12.1474	12.723	1.2106	0.0871	-0.3984	0.6483
Si	15.2584	14.6943	1.7094	0.2744	-0.249	0.5178
Si	19.0175	2.6425	2.8888	-0.1794	-0.1774	0.4986
Si	14.7806	4.2109	1.3878	0.0499	0.0536	-0.0694
Si	17.9754	6.5147	0.0056	-0.2872	0.4676	-0.1424
Si	15.2338	9.4776	1.1744	0.1747	-0.2014	0.821
Si	17.1018	13.0594	1.5235	-0.045	0.0322	-0.0967
Si	19.7621	15.8674	1.5824	-0.2249	-0.0998	0.6374
Si	22.8824	1.7193	1.6614	-0.2946	0.3161	0.3885
Si	21.3562	3.625	1.3546	0.5074	-0.1516	0.553
Si	22.6386	6.9817	1.5	-0.2228	0.1884	0.5453
Si	20.4943	7.9319	0.9464	0.1578	-0.0957	0.5547
Si	23.0708	11.5124	1.4259	0.3223	-0.0774	0.4359
Si	25.7085	14.5723	1.3393	-0.0118	-0.0823	-0.1148
Si	28.1481	1.6348	1.4587	0.0009	-0.0158	-0.0709
Si	26.4659	3.3994	1.5873	0.0032	-0.0863	-0.0179
Si	28.8434	6.4957	1.3588	-0.1084	0.219	0.6893
Si	25.0157	9.9195	1.538	-0.2627	0.3558	0.5807
Si	27.2706	12.6133	0.8462	-0.6335	0.277	0.6543
Si	32.3093	-0.3402	3.0382	0.0097	0.0278	-0.0817
Si	2.3965	2.457	2.786	-0.3387	-0.2857	0.4585
Si	32.6032	5.6183	2.7293	-0.0277	-0.0362	-0.0316
Si	2.7267	8.3278	2.8045	0.0216	-0.0213	0.0128
Si	0.2386	11.1024	2.8259	0.0517	0.0159	-0.0074
Si	2.0048	12.8791	2.6448	0.022	0.0721	0.0692
Si	5.3557	0.0864	2.6279	0.2945	0.2565	0.3433
Si	8.1592	2.6448	2.5407	-0.0067	0.0035	0.0342
Si	5.4337	5.4393	2.7407	0.0207	0.0123	-0.0308
Si	8.1402	8.1869	2.616	-0.0308	0.0041	-0.0815
Si	5.5225	10.835	2.6589	0.025	-0.0271	-0.0162
Si	8.261	13.5667	2.5795	0.0416	0.025	-0.0609
Si	10.9092	-0.0401	2.7357	0.0281	-0.0397	-0.0466
Si	13.6316	2.6851	2.7608	-0.0128	-0.0257	0.0163
Si	11.0558	5.2736	2.5339	-0.0046	0.0461	-0.1086
Si	13.8507	7.9627	2.4431	-0.0264	0.02	-0.0615
Si	11.022	10.9674	2.4714	0.0076	0.0616	-0.0517
Si	13.5923	13.5814	2.8546	-0.0095	0.0013	0.0077
Si	16.308	-0.0624	3.0364	-0.0164	-0.0148	-0.0183
Si	17.8266	1.0524	1.7462	0.2404	-0.2881	0.3196
Si	16.4122	5.4056	2.5944	-0.2923	-0.2818	0.3011
Si	19.7657	8.7358	2.9675	0.0099	0.0266	0.1399
Si	16.4083	11.0056	2.5983	-0.051	-0.0363	-0.0708
Si	18.9958	13.8588	2.6661	0.0883	0.0222	-0.0582
Si	21.6336	0.1701	2.9074	0.0019	-0.0208	-0.065
Si	24.6049	2.6852	2.894	0.0535	0.0043	0.0438
Si	21.8544	5.3338	2.9313	0.0102	-0.0363	-0.0211
Si	24.2181	8.1623	2.8191	-0.0072	-0.0331	-0.0462
Si	21.4664	10.5871	2.9873	-0.0687	-0.0673	-0.0576
Si	24.183	13.3798	2.7011	-0.1007	-0.0484	-0.0267
Si	27.0554	-0.1348	2.6505	-0.0356	0.0143	0.0566
Si	29.8337	2.6979	2.8024	0.0403	-0.0155	-0.0141
Si	27.2668	5.3433	2.7272	-0.0068	0.0269	-0.0496
Si	29.9644	8.2378	2.5932	0.0101	0.0201	-0.0339
Si	26.8599	11.0009	2.5816	0.0187	0.0156	-0.0303
Si	30.5375	14.3319	2.9488	-0.0086	-0.0147	-0.0386
Si	31.201	1.3673	4.1911	0.0085	0.079	0.0642
Si	1.2675	4.1197	4.0352	0.0056	-0.0241	0.0094
Si	31.1915	6.8662	4.1268	0.0212	0.0452	-0.0175
Si	1.3923	9.6174	4.2353	-0.0004	-0.0309	0.0028
Si	31.3034	12.3453	4.056	-0.0022	0.091	-0.0014
Si	1.3133	14.7298	4.103	-0.0054	-0.0573	0.0405
Si	3.9838	1.2974	4.1134	0.0114	-0.0183	-0.0481
Si	6.9031	4.0898	3.9951	-0.0616	-0.0556	-0.0346
Si	3.9987	6.7647	4.0577	-0.0043	0.0484	0.0239
Si	6.8018	9.4603	4.0903	0.0171	0.0185	-0.0182
Si	3.9818	12.1738	3.8974	-0.0396	0.0253	-0.0311
Si	6.7887	14.9527	3.886	0.0031	-0.0155	-0.0662
Si	9.459	1.3011	4.0092	0.0122	0.0192	-0.0115
Si	12.2609	4.022	4.1046	0.0377	-0.0036	0.0198
Si	9.6043	6.7394	3.8252	-0.0014	-0.0216	-0.0229
Si	12.367	9.441	3.7586	-0.0013	-0.0104	-0.0423
Si	9.6588	12.2593	3.9888	0.0035	0.0189	-0.0183
Si	12.2722	14.9961	4.1547	0.0026	0.0169	0.0243
Si	14.9561	1.4026	4.1872	-0.0141	0.0302	0.0351
Si	17.7335	4.1559	4.0848	0.0054	0.0542	-0.0269
Si	15.1152	6.7813	4.0134	0.0407	0.0122	-0.0431
Si	17.8083	9.6592	3.9816	0.0304	-0.0312	-0.0377
Si	14.9674	12.1451	4.1086	0.0442	0.0186	-0.0726
Si	17.7505	14.9809	4.3127	0.0538	0.0008	0.0016
Si	20.4304	1.4932	4.3591	-0.0362	0.023	-0.0145
Si	23.3132	4.119	4.2594	-0.0014	0.0092	0.0248
Si	20.4998	6.8274	4.2116	-0.0255	0.0605	0.0276
Si	23.0485	9.507	4.3393	0.0211	0.0208	0.0056
Si	20.3143	12.3484	4.0475	-0.0639	-0.0275	-0.0331
Si	22.9937	14.9259	4.049	0.0272	0.0398	-0.0072
Si	25.8219	1.195	4.183	0.0385	0.0028	0.0123
Si	28.5519	4.0619	4.2208	-0.0006	0.0004	-0.0049
Si	25.8042	6.7856	3.9789	-0.0189	-0.0082	0.0241
Si	28.4631	9.6313	3.8259	0.003	0.0331	-0.0087
Si	25.6994	12.2834	4.1433	-0.0265	-0.0247	0.0344
Si	28.5787	15.0603	4.0772	-0.0186	-0.0506	-0.0342
Si	29.826	0.0667	5.5626	0.0115	-0.0263	0.007
Si	32.5912	2.7642	5.4496	0.0031	-0.0271	0.0417
Si	29.8984	5.4691	5.5117	0.0272	0.0059	0.0057
Si	32.6071	8.1953	5.452	-0.025	-0.0363	0.0409
Si	29.8373	10.9442	5.2841	0.0242	-0.0196	-0.0119
Si	32.625	13.5303	5.586	0.0009	0.0095	-0.0048
Si	2.6797	-0.1351	5.4165	-0.014	-0.0027	-0.0042
Si	5.4454	2.7242	5.3356	0.0168	0.0067	-0.0262
Si	2.6636	5.4167	5.4233	-0.0325	0.0043	-0.0019
Si	5.4229	8.0995	5.4137	0.0022	-0.0266	0.0059
Si	2.8042	10.9013	5.5271	-0.0206	0.0409	-0.0087
Si	5.3758	13.5949	5.2416	-0.0289	0.014	0.0121
Si	8.1222	-0.0638	5.359	-0.0212	-0.0118	0.0286
Si	10.8427	2.674	5.3964	-0.0122	-0.0337	-0.0026
Si	8.2608	5.4388	5.3293	0.0321	0.0257	0.0081
Si	10.9444	8.1462	5.1963	0.0047	0.0222	0.0095
Si	8.2179	10.8887	5.3275	-0.0049	0.0036	-0.0282
Si	10.9129	13.5924	5.4483	-0.0046	-0.0038	0.0093
Si	13.6074	0.0321	5.5165	-0.0399	-0.0119	-0.0014
Si	16.3603	2.7847	5.4614	0.0093	-0.0095	0.0112
Si	13.67	5.4444	5.3723	-0.0096	-0.0325	-0.0403
Si	16.4334	8.2115	5.3393	0.0077	0.0034	-0.0224
Si	13.5956	10.7578	5.3566	-0.047	-0.0093	0.0185
Si	16.3132	13.5536	5.5002	0.0022	-0.0061	-0.0507
Si	19.0691	0.0651	5.6336	-0.0144	-0.0005	0.0084
Si	21.8713	2.8118	5.6048	-0.0177	-0.0027	-0.0108
Si	19.0553	5.5038	5.4921	-0.0348	-0.0025	-0.0199
Si	21.7913	8.1052	5.6813	0.0201	-0.0389	-0.0184
Si	19.0231	10.9865	5.481	0.0481	-0.0312	0.0074
Si	21.6898	13.6208	5.4719	0.0165	-0.0056	0.0113
Si	24.4015	-0.0978	5.4823	-0.0267	-0.0075	0.0154
Si	27.1729	2.6512	5.5075	-0.0069	0.0149	-0.0478
Si	24.5916	5.5148	5.5648	-0.0039	0.004	0.0182
Si	27.19	8.2133	5.2878	-0.0277	0.0021	0.0102
Si	24.4637	10.903	5.5595	0.0313	-0.0423	0.0199
Si	27.1912	13.6322	5.3993	0.016	0.0027	-0.0137
Si	31.2416	14.9702	6.834	-0.0221	-0.0135	-0.0364
Si	1.3319	1.3214	6.7384	-0.0548	0.0009	-0.03
Si	31.2625	4.1046	6.8508	0.0441	-0.0136	0.0099
Si	1.3264	6.8022	6.7884	-0.0074	-0.0202	0.0243
Si	31.2146	9.5889	6.7281	0.0173	0.022	-0.0256
Si	1.3959	12.2137	6.8868	0.0226	-0.0015	-0.013
Si	4.0943	14.9005	6.7575	0.0167	0.0157	-0.0078
Si	6.7798	1.3382	6.7137	0.0231	0.0095	-0.0129
Si	4.0848	4.0672	6.7341	0.0173	-0.0103	-0.0063
Si	6.8446	6.7572	6.7118	-0.011	0.0148	0.0062
Si	4.1245	9.4797	6.8171	-0.0115	-0.0371	0.0085
Si	6.7857	12.243	6.6448	-0.0252	-0.0083	-0.0171
Si	9.5	14.9399	6.7585	-0.0048	0.0024	0.0129
Si	12.2009	1.3668	6.8123	0.0005	-0.0056	0.0185
Si	9.5382	4.073	6.7486	-0.0095	0.0088	0.0189
Si	12.2678	6.8208	6.6722	-0.0154	0.0001	0.0027
Si	9.5766	9.4887	6.6471	0.0272	-0.0081	-0.0031
Si	12.2704	12.1778	6.7395	0.0066	0.0092	0.0068
Si	14.9648	14.954	6.8255	0.0006	0.0086	0.0197
Si	17.6646	1.4254	6.8869	-0.0014	0.0183	0.0125
Si	14.9757	4.1164	6.8057	0.0094	-0.0132	-0.0024
Si	17.6928	6.8594	6.8138	0.0104	0.0175	0.0195
Si	15.0001	9.4827	6.7405	0.0306	0.0339	-0.0119
Si	17.6567	12.2416	6.8923	0.0024	0.0256	0.0179
Si	20.4099	14.9668	6.9131	0.0025	0.0093	-0.001
Si	23.1434	1.3304	6.8877	0.0097	0.0039	-0.0136
Si	20.4282	4.1535	6.8733	0.0308	0.0072	-0.0053
Si	23.1944	6.7868	6.9646	0.0472	0.0446	0.0204
Si	20.3719	9.5649	6.8508	-0.0269	0.0173	-0.0343
Si	23.0687	12.2688	6.8515	-0.0225	-0.0103	-0.004
Si	25.8285	14.9363	6.8272	-0.0018	0.0118	-0.0182
Si	28.5169	1.3863	6.9389	0.0037	0.047	0.031
Si	25.878	4.0668	6.8708	-0.0061	0.0049	0.013
Si	28.5123	6.8679	6.7687	-0.0311	0.0116	-0.0084
Si	25.8699	9.5064	6.7996	-0.0134	-0.0103	0.0017
Si	28.5355	12.2516	6.756	-0.0152	0.0086	0.0133
Si	32.6221	0.0105	8.1607	0.008	0.0186	0.0042
Si	2.7191	2.6908	8.0897	0.0165	-0.0215	-0.0043
Si	32.638	5.4523	8.1833	0.0024	0.0102	-0.0024
Si	2.7137	8.143	8.1427	-0.021	0.0065	0.0109
Si	32.6101	10.8597	8.1591	0.0139	-0.0092	0.0081
Si	2.7516	13.596	8.1844	-0.0234	0.013	0.0153
Si	5.4352	-0.0174	8.1005	-0.003	0.0001	-0.0042
Si	8.1458	2.7079	8.0842	0.0047	-0.0049	0.001
Si	5.4583	5.4213	8.0913	0.0132	-0.0095	0.0035
Si	8.2004	8.1515	8.0489	-0.0041	-0.007	0.0002
Si	5.49	10.8827	8.1014	-0.0019	0.0112	-0.0075
Si	8.1222	13.5768	8.082	-0.011	0.0166	0.0026
Si	10.8479	-0.0165	8.1387	-0.0033	0.0041	0.0094
Si	13.5898	2.7419	8.1391	0.0002	-0.011	-0.0027
Si	10.9114	5.4567	8.0722	0.0077	-0.0188	-0.0001
Si	13.6149	8.1412	8.0969	0.0074	0.0031	-0.0073
Si	10.8861	10.8397	8.0835	-0.0096	0.0023	0.0074
Si	13.5945	13.5649	8.135	0.0179	-0.0334	-0.0027
Si	16.308	0.0143	8.1913	0.0033	-0.0076	0.0021
Si	19.062	2.768	8.2139	-0.0129	0.0035	-0.0148
Si	16.3277	5.4808	8.1624	-0.0106	0.0043	-0.0011
Si	19.0287	8.1994	8.2068	-0.0113	0.0032	0.002
Si	16.2933	10.852	8.1783	-0.025	-0.0119	0.0075
Si	19.0267	13.6067	8.2325	-0.0013	0.0292	-0.0014
Si	21.7765	0.0014	8.2547	-0.0032	-0.0055	-0.0026
Si	24.4984	2.715	8.2239	-0.0005	-0.0061	-0.0029
Si	21.7819	5.4552	8.2714	-0.0232	0.0102	-0.0058
Si	24.5404	8.1902	8.2404	0.0148	-0.0191	0.0061
Si	21.7386	10.9015	8.2184	0.0312	-0.0082	0.0022
Si	24.4701	13.5956	8.2028	0.0215	-0.0015	-0.0068
Si	27.1557	-0.015	8.2239	-0.0086	0.002	0.0022
Si	29.9156	2.7522	8.2265	-0.0028	-0.0117	0.0047
Si	27.2235	5.4712	8.1859	-0.0024	-0.0095	0.0048
Si	29.8967	8.2079	8.1271	0.0121	0.0009	-0.0041
Si	27.2124	10.8845	8.1537	0.0169	-0.0225	0.0021
Si	29.8918	13.5879	8.1628	-0.0168	-0.0073	-0.0096
Si	31.2906	1.3645	20.4517	-0.0063	0.0093	0.0068
Si	1.2944	4.0466	20.3425	-0.0289	0.0207	-0.0256
Si	31.2774	6.785	20.4187	0.0042	-0.0128	0.0022
Si	1.363	9.5411	20.4252	-0.0244	0.0131	0.0061
Si	31.2921	12.2209	20.4612	0.0072	-0.0034	0.0028
Si	1.3789	-1.3814	20.4259	0.0004	-0.0064	-0.0188
Si	4.0565	1.2981	20.3627	0.0025	0.0139	-0.0067
Si	6.7847	4.0623	20.3356	-0.0126	0.0051	-0.0272
Si	4.076	6.822	20.3393	0.012	-0.0183	0.0118
Si	6.7918	9.5382	20.3402	0.0101	-0.014	0.0063
Si	4.0948	12.263	20.4385	0.0063	0.0123	0.0192
Si	6.8016	-1.4098	20.3899	0.0008	-0.0087	-0.002
Si	9.5158	1.3196	20.3355	-0.0004	0.0106	0.003
Si	12.238	4.0792	20.362	0.0042	-0.0012	0.019
Si	9.528	6.8033	20.328	-0.007	-0.0072	-0.0026
Si	12.2547	9.5509	20.357	-0.0002	0.0009	-0.007
Si	9.5216	12.2617	20.3823	-0.0078	-0.0159	-0.0063
Si	12.2251	-1.3514	20.3878	0.0239	-0.0087	0.0057
Si	14.9379	1.4033	20.3765	0.0123	-0.004	0.0016
Si	17.6548	4.1183	20.3864	-0.0015	0.0104	-0.0088
Si	14.9542	6.8249	20.3793	0.0011	0.0046	0.0007
Si	17.6775	9.5244	20.3631	0.0035	-0.009	0.0068
Si	14.9387	12.2695	20.3507	-0.0201	0.0262	-0.0059
Si	17.6916	-1.3111	20.3715	-0.0014	-0.0039	0.0073
Si	20.4058	1.4102	20.389	-0.0211	0.0216	-0.0107
Si	23.1297	4.0771	20.4224	-0.0067	-0.0164	-0.0047
Si	20.3875	6.7855	20.4021	0.0143	-0.0236	-0.0032
Si	23.1368	9.5128	20.4239	-0.0114	0.0155	0.0069
Si	20.4162	12.2521	20.3999	0.0038	-0.0082	-0.0014
Si	23.1456	-1.3401	20.3995	0.0108	-0.0032	-0.0096
Si	25.8351	1.3385	20.4298	0.0084	-0.02	-0.0051
Si	28.5559	4.0807	20.447	-0.0098	-0.0039	0.0027
Si	25.8572	6.78	20.4692	-0.0058	0.0034	0.0072
Si	28.5764	9.4982	20.4401	-0.006	-0.0001	0.009
Si	25.8584	12.2326	20.4008	-0.0097	0.006	-0.0088
Si	28.5799	-1.3806	20.4414	0.0119	-0.022	0.008
Si	29.9283	-0.0056	21.8002	0.0064	-0.0063	0.0119
Si	32.6648	2.7121	21.8295	0.0211	0.024	0.0097
Si	29.9375	5.4221	21.8111	0.0164	0.0204	0.0074
Si	32.6097	8.1836	21.7654	0.0313	0.0067	-0.0151
Si	29.9122	10.8582	21.8233	-0.0002	0.0002	-0.0054
Si	32.6837	-2.7413	21.8049	-0.001	-0.0166	0.0002
Si	2.7397	-0.0444	21.8048	-0.0081	0.0138	0.0057
Si	5.4226	2.6703	21.6617	0.0249	-0.0008	0.0097
Si	2.6299	5.4697	21.598	-0.0231	-0.0159	-0.0331
Si	5.4432	8.182	21.7012	-0.0018	0.0239	0.0094
Si	2.7359	10.8998	21.7953	-0.0058	-0.007	-0.009
Si	5.4603	-2.7116	21.8426	0.025	0.0094	0.0302
Si	8.2025	-0.0718	21.7083	0.0058	-0.0131	0.0041
Si	10.873	2.6764	21.678	0.0325	-0.0039	-0.0115
Si	8.1459	5.4476	21.6583	-0.0001	-0.0116	-0.0224
Si	10.9153	8.1502	21.6749	0.0127	-0.0075	-0.006
Si	8.1434	10.8922	21.7054	-0.0235	0.012	-0.0172
Si	10.8924	-2.7235	21.774	-0.0078	-0.0075	-0.0019
Si	13.5636	0.0552	21.7262	-0.0074	0.021	0.0054
Si	16.2831	2.7795	21.7427	-0.0147	0.0196	-0.0004
Si	13.5839	5.4635	21.7251	-0.0116	0	0.0002
Si	16.3267	8.18	21.7421	0.0044	-0.0131	-0.004
Si	13.59	10.9313	21.737	-0.0172	0.0042	0.002
Si	16.2865	-2.6594	21.6759	0.0097	-0.0133	-0.0088
Si	19.0451	0.0671	21.7361	0.0178	-0.0044	-0.0021
Si	21.7581	2.7429	21.7886	0.0009	0.0008	0.0087
Si	18.9999	5.4582	21.7784	-0.0173	0.0117	0.0086
Si	21.758	8.1341	21.7484	0.0089	-0.0017	-0.0109
Si	19.0298	10.8808	21.719	0.0002	0.0059	-0.0121
Si	21.8037	-2.7071	21.7411	-0.0237	-0.0038	0.0005
Si	24.4808	-0.0087	21.8177	-0.0003	0.001	0.011
Si	27.1731	2.7108	21.7838	0.0062	0.0125	0.0045
Si	24.4801	5.4059	21.8182	0.0192	0.0112	0.0027
Si	27.2466	8.1277	21.8287	0.0093	-0.0176	-0.0114
Si	24.5401	10.8551	21.7688	0.0068	-0.0038	-0.0113
Si	27.192	-2.7377	21.786	-0.0083	-0.0158	-0.0006
Si	31.3445	-1.3458	23.1353	0.0112	-0.0147	0.0049
Si	1.4237	1.3427	23.1805	-0.0256	-0.0017	-0.0429
Si	31.2807	4.0664	23.1976	-0.0063	-0.006	-0.0104
Si	1.365	6.8183	23.0465	-0.0093	-0.005	0.0292
Si	31.2518	9.4869	23.2007	-0.0116	-0.0001	0.0281
Si	1.3945	12.2333	23.2128	-0.0045	0.0281	0.0008
Si	4.1034	-1.3403	23.2461	0.025	-0.0071	0.0035
Si	6.8014	1.2737	22.9874	-0.0024	0.0308	-0.045
Si	3.9653	4.0748	22.8535	-0.0343	-0.0127	-0.0249
Si	6.8345	6.8378	23.0216	0.0171	0.0336	0.0271
Si	4.1115	9.5224	23.1147	0.011	0.0091	-0.003
Si	6.8287	12.1925	23.1667	0.0207	-0.0345	0.0155
Si	9.548	-1.3849	23.165	-0.0383	0.0162	0.0388
Si	12.1856	1.3637	23.1306	0.0026	-0.0348	0.0327
Si	9.5077	4.0586	22.9555	-0.0272	0.0154	0.0033
Si	12.2414	6.8208	23.0976	0.0211	-0.002	0.0564
Si	9.5651	9.5363	22.9676	0.0156	-0.0019	-0.0296
Si	12.2639	12.2737	23.1684	0.0066	0.0187	-0.0025
Si	14.9653	-1.2689	23.0437	0.0572	-0.0162	-0.0215
Si	17.665	1.4417	23.0813	-0.0018	0.0003	-0.0073
Si	14.9093	4.1225	23.122	0.0121	-0.0016	-0.0208
Si	17.638	6.8189	23.1593	0.0066	-0.0163	0.0271
Si	14.9655	9.569	23.0558	0.0158	0.025	0.0177
Si	17.6442	12.2938	22.9905	-0.0028	-0.0013	-0.0039
Si	20.4579	-1.2861	23.0466	0.0024	-0.0053	0.0006
Si	23.11	1.3753	23.1631	-0.0039	-0.0044	-0.0181
Si	20.3758	4.11	23.1319	0.0142	-0.0176	-0.018
Si	23.1141	6.7954	23.1416	-0.0284	0.01	-0.005
Si	20.3639	9.4779	23.0692	-0.0241	0.0144	0.0075
Si	23.181	12.2327	23.0828	0.0205	-0.0052	-0.0145
Si	25.8537	-1.3861	23.1758	-0.0044	0.0045	0.0012
Si	28.5149	1.3427	23.1321	-0.0102	-0.0333	0.0056
Si	25.8144	4.0198	23.2022	-0.0179	-0.0157	0.0219
Si	28.6043	6.7652	23.2197	-0.0105	0.0432	-0.0045
Si	25.8879	9.4955	23.1726	-0.0108	0.0432	-0.0205
Si	28.5154	12.2099	23.1643	-0.0035	-0.031	-0.0023
Si	32.7046	-0.0125	24.5613	0.0496	0.0233	0.026
Si	2.8158	2.7835	24.4404	0.075	-0.0407	0.0193
Si	32.6556	5.5346	24.462	-0.012	0.0024	0.0218
Si	2.7169	8.1595	24.4215	-0.0319	-0.0153	-0.0652
Si	32.6361	10.8482	24.5318	-0.0217	-0.0017	-0.0297
Si	2.7881	-2.7677	24.6326	-0.0196	-0.0319	0.0521
Si	5.5117	0.0717	24.5567	-0.003	0.054	0.0597
Si	8.1249	2.6995	24.2516	-0.0465	-0.0323	-0.0016
Si	5.3057	5.4381	24.1168	-0.0215	-0.0113	-0.0702
Si	8.2872	8.1833	24.3421	0.0341	-0.0082	0.0358
Si	5.4911	10.7995	24.5462	0.0408	-0.0023	0.0227
Si	8.2318	-2.8069	24.5275	0.0008	0.0266	0.009
Si	10.8679	0.0042	24.5743	-0.0238	-0.0185	0.0251
Si	13.5086	2.781	24.4607	0.0132	0.02	-0.0379
Si	10.8309	5.3707	24.3405	0.0154	0.0198	-0.042
Si	13.6534	8.2048	24.4314	0.0464	-0.0145	-0.024
Si	10.8856	10.7944	24.4228	-0.0266	-0.0281	0.0219
Si	13.6333	-2.5553	24.4527	-0.0158	0.0231	0.0267
Si	16.295	0.1059	24.4218	-0.0063	0.0189	0.0386
Si	19.0404	2.7285	24.49	0.031	0.0177	0.0314
Si	16.2551	5.4593	24.5263	0.0049	0.0678	-0.0333
Si	18.9896	8.204	24.5213	-0.0075	-0.0169	-0.0133
Si	16.2902	10.9896	24.3871	-0.0023	-0.0081	-0.0002
Si	19.0189	-2.6359	24.257	0.0075	-0.0033	-0.0454
Si	21.7995	-0.0124	24.528	0.0083	-0.0057	0.0067
Si	24.404	2.7059	24.6099	-0.005	-0.0149	0.0294
Si	21.673	5.5175	24.4982	-0.0221	-0.0105	-0.0095
Si	24.5274	8.1103	24.4912	0.0307	0.0039	0.0123
Si	21.7959	10.8236	24.3208	-0.0134	-0.0054	-0.0347
Si	24.5358	-2.7986	24.53	-0.0056	-0.0243	0.0151
Si	27.142	0.0362	24.5503	0.0211	-0.007	0.045
Si	29.8861	2.6404	24.5083	0.0131	0.0516	-0.0144
Si	27.2412	5.3445	24.5195	0.0244	-0.0053	-0.0092
Si	29.9188	8.1355	24.6578	0.0071	-0.0017	-0.0005
Si	27.2231	10.8159	24.6154	0.0294	-0.027	0.0073
Si	29.8962	-2.6813	24.3984	-0.0126	0.0429	-0.016
Si	31.2215	1.2689	25.882	0.0216	0.0237	0.0273
Si	1.2862	4.0318	25.7028	-0.216	-0.1675	-0.4283
Si	31.3321	6.7853	26.0013	0.0031	-0.0284	-0.0215
Si	1.345	9.4049	25.85	0.0155	-0.0082	0.0322
Si	31.1592	12.2396	25.7426	0.0097	-0.014	-0.0028
Si	1.3805	-1.4014	25.9604	-0.2638	-0.2531	-0.3612
Si	4.7518	2.1011	25.6908	0.0811	0.0698	-0.5279
Si	6.4411	3.8683	25.3396	-0.0538	-0.0762	0.0306
Si	4.1532	6.7956	25.6508	0.0499	0.0104	0.0431
Si	6.9825	9.4343	25.8096	0.0077	0.073	0.0056
Si	4.1129	12.0767	26.0038	0.0143	0.0333	0.007
Si	6.7906	-1.4913	25.8465	-0.0105	-0.0474	-0.0379
Si	9.3535	1.394	25.761	-0.0037	0.0051	0.0244
Si	12.124	4.1108	25.8296	0.013	-0.0157	0.0891
Si	9.4559	6.6647	25.6983	-0.0883	-0.0115	-0.0486
Si	12.2454	9.4614	25.8166	0.0007	-0.0333	-0.003
Si	9.6596	12.1455	25.8949	-0.0322	-0.0352	0.0359
Si	12.3275	-1.2773	25.9975	-0.0018	0.0466	-0.0033
Si	14.8843	1.4566	25.7885	-0.0192	0.0206	0.0939
Si	17.6749	4.1123	25.8312	-0.0732	0.0235	-0.0031
Si	14.9152	6.8568	25.9055	0.0055	-0.0019	0.0719
Si	17.6138	9.6654	25.7771	-0.031	-0.0632	0.0362
Si	14.9839	12.3761	25.7668	0.0078	0.0142	-0.0093
Si	17.734	-1.2694	25.6556	0.0704	-0.0328	0.0266
Si	20.3687	1.3175	25.8623	-0.0211	-0.0221	-0.0111
Si	22.9515	4.1339	25.8668	0.0051	-0.0208	0.0018
Si	20.3465	6.8682	25.9395	0.0157	-0.0088	0.0065
Si	23.1173	9.4972	25.7504	-0.0541	0.0166	0.0544
Si	20.3888	12.2644	25.4588	-0.0454	0.0005	0.0534
Si	23.191	-1.4211	25.8612	0.0342	0.0561	-0.0029
Si	25.7072	1.2769	26.0212	0.0005	-0.0629	0.024
Si	28.533	3.9501	25.9253	0.024	0.0363	0.0374
Si	25.8783	6.6917	25.8428	-0.0123	-0.0003	0.0345
Si	28.532	9.4543	26.0886	-0.0125	-0.002	-0.0149
Si	25.8602	12.1638	25.9805	-0.0097	0.0263	0.0334
Si	28.625	-1.2963	25.8016	0.0164	0.0293	0.009
Si	29.9258	-0.0182	27.3456	-0.0463	-0.0153	0.0315
Si	32.3933	2.902	27.0191	-0.0436	-0.1437	-0.5889
Si	30.1833	5.079	27.1849	-0.1429	0.1958	-0.7706
Si	32.692	8.1594	27.4213	-0.0399	0.0344	0.0931
Si	29.9793	10.9206	27.3044	0.0084	-0.035	0.0737
Si	32.5175	-2.754	27.0784	-0.0195	0.1433	0.0114
Si	2.8312	-0.5849	28.6433	-0.0918	-0.052	-0.0865
Si	5.3117	0.9638	28.3517	-0.0293	-0.0382	-0.1745
Si	3.0967	5.829	27.4866	-0.09	0.6789	-0.0729
Si	5.9999	7.575	26.8315	0.0347	-0.0453	0.001
Si	2.7033	10.6541	27.2756	-0.0248	-0.1127	0.0693
Si	5.7322	-3.1015	27.2761	-0.3683	0.3173	-0.5546
Si	8.0522	-0.0362	27.1198	0.1008	-0.0943	-0.602
Si	10.5429	2.8564	27.1291	0.2038	-0.0121	-0.6637
Si	8.2142	4.5757	28.3682	-0.3214	0.177	-0.3321
Si	11.2876	7.5753	27.0021	0.2413	-0.2734	-0.5246
Si	8.0819	11.0018	27.2457	0.291	-0.3282	-0.5509
Si	11.4923	-3.2382	27.0393	-0.0334	0.019	0.02
Si	13.6776	0.1746	27.3751	-0.0012	0.0172	0.0768
Si	16.3065	2.7474	27.1371	0.277	-0.4092	-0.2655
Si	13.1218	5.846	27.1151	0.0125	0.036	-0.0108
Si	16.1806	8.4471	27.1955	0.0427	-0.1728	-0.7385
Si	13.1645	11.3957	26.9061	-0.0988	0.0412	-0.5818
Si	16.4365	-2.5721	27.0615	-0.043	-0.0315	0.0451
Si	19.0425	-0.0626	27.2287	-0.0158	-0.0302	0.0353
Si	21.5266	2.8014	27.2113	0.0038	0.0314	0.0895
Si	18.917	5.523	27.2487	0.0064	0.029	0.136
Si	21.7716	8.2446	27.2416	-0.0086	-0.0237	0.0385
Si	19.0935	11.0595	26.9366	0.0252	0.0068	0.0236
Si	21.6939	-2.8287	26.9156	-0.0476	-0.0397	-0.008
Si	24.4828	-0.2827	27.4864	0.37	-0.184	-0.3145
Si	27.0984	2.6634	27.3327	-0.002	0.0029	0.0138
Si	24.3755	5.4671	27.1697	0.019	0.0323	-0.014
Si	27.1257	7.9634	27.3881	0.1061	-0.0202	0.1375
Si	24.4071	10.7534	27.268	0.0581	0.0055	0.047
Si	27.369	-2.7153	27.118	-0.036	-0.0165	0.0069
Si	31.2053	-1.5494	28.6394	0.1657	0.0968	-0.5579
Si	1.8213	-3.3203	30.0365	-0.2549	-0.2466	-0.5083
Si	1.6258	2.174	29.5006	0.0813	0.0164	-0.084
Si	1.6886	7.1702	28.8489	0.0784	-0.0356	-0.0557
Si	31.9237	10.2098	28.4268	0.0871	-0.1575	-0.5992
Si	0.9559	11.8776	28.2006	0.0848	-0.0723	0.0159
Si	31.3078	10.1771	31.5499	0.1194	-0.044	0.0474
Si	6.4215	2.8501	30.2791	0.0571	0.0379	-0.0494
Si	1.8337	5.9818	31.0142	-0.3628	0.1265	-0.5858
Si	7.4206	5.658	26.5651	0.0167	-0.014	-0.0427
Si	5.3285	8.4218	28.9001	-0.3885	-0.203	-0.4522
Si	3.1477	10.3965	31.0961	0.0825	-0.4106	-0.5103
Si	8.9353	-1.3466	29.7729	-0.0804	0.0918	-0.0629
Si	12.5753	1.6612	28.9549	0.3634	-0.4229	-0.3576
Si	9.0637	6.0337	30.7745	-0.0478	-0.0079	-0.0071
Si	11.0242	8.0213	30.0287	0.0482	0.1112	0.0852
Si	7.1284	10.5542	29.9281	-0.0286	0.0174	-0.1491
Si	12.834	-2.6696	31.8005	0.0716	0.0335	-0.0597
Si	15.5678	-0.8095	28.3532	0.1608	0.2863	-0.536
Si	17.2624	0.947	28.4099	-0.1158	-0.0442	-0.0122
Si	14.1646	4.4435	28.7558	-0.1498	0.3661	-0.3707
Si	18.0029	6.7473	29.0408	0.1976	-0.3248	-0.5457
Si	14.7826	10.4594	29.1403	0.0116	-0.0973	-0.0658
Si	18.2672	-3.4787	28.2114	0.0188	0.0556	-0.1049
Si	20.0575	-1.9437	28.3313	-0.2132	0.0635	-0.4385
Si	22.889	1.8691	28.8061	-0.3663	0.0855	-0.4591
Si	20.0348	4.0314	28.5892	0.0098	-0.1631	-0.7507
Si	23.4619	7.1801	28.5243	0.1412	0.202	-0.4826
Si	20.8048	10.1421	28.2379	0.0169	0.0144	-0.015
Si	22.5536	11.8005	28.2792	-0.0405	-0.2452	-0.5245
Si	26.2973	-1.3573	28.6723	-0.2492	-0.0643	-0.6659
Si	28.2836	1.103	28.6476	0.0473	0.0582	-0.6479
Si	25.387	3.8273	28.5003	0.2782	0.2268	-0.7666
Si	28.4366	6.8172	29.0754	-0.4708	0.2128	-0.6154
Si	25.2354	8.8917	28.5049	-0.0101	-0.0655	-0.0482
Si	28.9428	-3.6982	28.5626	-0.075	-0.1562	-0.7509
Si	3.9591	4.4343	29.9008	0.0491	-0.1057	-0.1992
Si	2.4007	-3.7905	34.1408	0.0046	0.0144	-0.0525
Si	1.0304	8.6049	32.5279	-0.0231	0.0947	-0.1078
Si	3.123	9.0848	29.102	-0.076	0.1017	0.0267
Si	29.5901	3.86	33.6931	0.0161	0.0736	-0.1139
Si	9.4044	-0.5306	32.5204	0.1438	-0.01	0.0234
Si	9.9515	-3.4081	32.8795	-0.0231	0.0646	-0.0986
Si	7.8967	2.0346	32.9679	0.0866	0.0032	-0.0606
Si	6.8541	7.9744	31.4095	0.016	0.0499	-0.1616
Si	15.7016	5.9718	30.8499	-0.0808	-0.0446	-0.0196
Si	6.1773	-2.8237	30.2579	0.0025	-0.0506	-0.0854
Si	5.9066	-4.6216	37.7409	0.1542	0.3216	0.4155
Si	11.7217	2.7548	36.0228	-0.0592	-0.0816	0.0615
Si	11.2871	-3.3971	29.3644	0.1031	0.1355	-0.5443
Si	14.1135	-0.7497	35.4696	0.0206	0.0478	-0.0138
Si	17.2642	7.2333	37.886	0.6458	-0.1726	0.4289
Si	15.9619	5.6027	33.9422	-0.0166	0.1014	-0.0212
Si	16.0048	-2.935	38.4907	-0.0992	0.4509	0.5113
Si	22.2056	2.7385	31.6447	-0.1608	-0.0012	-0.0764
Si	13.7022	10.2282	35.5955	0.0358	0.0736	0.0543
Si	17.4445	11.8169	30.0839	0.3002	0.2731	-0.3763
Si	16.645	-2.4378	32.3814	-0.5355	0.3155	-0.2996
Si	24.0946	1.9921	33.7451	-0.0034	-0.0551	0.078
Si	15.0925	-1.0018	31.4186	0.403	-0.4603	0.2054
Si	14.3188	5.893	38.0399	0.0597	0.2931	0.1075
Si	17.9487	2.1772	30.2826	-0.1325	-0.3061	-0.4393
Si	17.3928	2.7726	37.5584	0.0549	-0.4483	0.3744
Si	26.3781	5.3917	31.053	0.1115	-0.042	-0.0576
Si	23.3248	8.4724	34.7247	0.0431	-0.1013	0.0964
Si	13.9299	8.489	31.1302	-0.0351	-0.1208	0.0682
Si	32.7197	-1.3015	31.3835	0.0261	0.1117	-0.1599
Si	5.0696	5.5515	36.1112	-0.0428	-0.0034	-0.0185
Si	29.5651	-0.6295	35.8722	-0.004	-0.031	-0.0345
Si	32.2935	8.6645	34.9781	-0.0622	-0.066	0.0431
Si	22.835	3.5948	36.0352	-0.042	0.0001	0.1463
Si	0.1743	4.4547	37.4681	-0.0846	0.0394	-0.0464
Si	26.6903	-3.7454	30.609	0.0478	0.1793	-0.1956
Si	32.4363	-3.5972	38.6675	0.299	-0.205	0.3926
Si	27.1758	8.1663	34.8598	0.0542	0.0606	0.013
Si	1.4096	-2.4035	36.5659	-0.0467	0.0269	-0.0039
Si	28.8529	8.6542	31.2256	-0.049	-0.0641	-0.033
Si	30.0534	-0.7742	32.8147	-0.0541	-0.0023	-0.0007
Si	26.9455	3.0735	33.1298	-0.0999	0.0099	-0.0743
Si	5.7927	7.9002	34.2931	0.0879	-0.0101	0.073
Si	32.1844	2.7562	34.8743	0.0388	0.0717	0.078
Si	7.4944	6.2047	37.8838	0.1353	-0.1571	0.6249
Si	7.5872	1.2412	37.3633	-0.0394	-0.0124	-0.0446
Si	9.1541	-3.293	35.6419	-0.0625	-0.0579	0.0191
Si	3.0482	5.1516	38.3303	0.3885	0.1307	0.64
Si	10.1347	4.032	32.5655	0.0635	-0.0401	0.0199
Si	32.7647	7.4928	37.8083	0.663	-0.0019	0.4522
Si	12.1883	9.1593	33.2987	0.0021	-0.0604	-0.028
Si	10.597	10.6536	31.2065	0.0298	0.0076	0.0069
Si	13.8334	-5.2211	38.5036	-0.4326	0.1179	0.4861
Si	19.5237	1.6489	32.9268	-0.0526	0.0164	-0.0897
Si	12.5185	0.5049	37.717	0.1948	-0.0068	0.5099
Si	19.9359	10.3786	30.366	0.1738	0.0016	-0.5405
Si	18.9359	-1.1938	33.8844	0.0031	0.1118	-0.0155
Si	23.2123	6.4899	37.131	-0.097	0.0077	0.0584
Si	25.576	10.471	35.7175	0.0079	-0.017	-0.0512
Si	19.4656	7.1071	36.8557	-0.6015	-0.0592	0.2949
Si	25.8443	9.6753	30.5953	-0.0215	-0.1595	-0.4805
Si	29.0185	1.892	31.5354	-0.0156	0.0918	0.0726
Si	19.8511	7.7162	31.4836	-0.033	-0.0389	-0.0363
Si	25.8566	-1.6888	38.175	0.2964	-0.2594	0.486
Si	21.4461	-2.8664	33.6484	0.019	-0.1085	0.0033
Si	27.8878	-2.9124	33.3163	0.1298	0.0121	-0.0162
Si	25.1639	7.7602	32.6006	-0.0705	-0.0007	0.095
Si	17.0121	-1.0143	36.3969	-0.1347	0.0221	-0.0203
Si	1.1554	3.0386	32.1029	0.1514	-0.0351	0.0961
Si	5.7729	2.6107	35.2494	0.0161	-0.0259	0.0543
Si	3.197	1.0789	35.6171	-0.0191	0.0341	0.1569
Si	32.3388	0.0523	36.4123	0.038	0.0033	0.0039
Si	29.5854	-3.6883	35.513	0.041	-0.1101	0.0531
Si	4.3863	-1.9167	32.8014	0.0332	0.0417	0.0736
Si	26.1143	6.1313	36.9477	0.1176	-0.0971	0.023
Si	25.9037	-2.774	35.4479	-0.0149	-0.0612	0.0508
Si	29.5645	-4.9465	38.3228	-0.4294	0.3532	0.3406
Si	6.086	-3.3262	34.9365	-0.0908	-0.019	0.0125
Si	3.5995	-0.8249	37.7868	0.107	0.0133	-0.0397
Si	1.7918	1.2797	38.2232	-0.1286	0.4366	0.4589
Si	10.8414	6.6776	34.2568	0.0475	-0.029	-0.1325
Si	31.9921	-4.7144	34.0498	-0.0042	-0.1261	0.0429
Si	4.6604	10.6206	33.7035	0.0434	0.0316	-0.1987
Si	2.4228	0.4541	32.8073	0.0294	-0.0315	-0.0774
Si	9.6699	-0.8056	37.1808	0.0933	0.0215	0.0427
Si	8.5632	8.0594	35.8753	-0.0175	0.0036	-0.0117
Si	12.5425	2.1547	31.9385	-0.1455	-0.5051	0.5044
Si	18.8097	8.7041	34.176	0.0836	0.0039	0.0305
Si	13.2652	5.1629	35.1924	-0.006	0.0553	0.0503
Si	8.6869	10.5508	37.2882	0.049	-0.0844	0.0764
Si	21.1738	10.4581	34.6822	-0.0502	0.0375	-0.0098
Si	11.9354	0.8323	33.7836	0.2664	0.3833	-0.5217
Si	9.3565	3.8437	37.7972	0.0773	0.326	0.5476
Si	16.2563	8.4346	35.4124	0.0371	0.0618	0.0238
Si	17.1797	2.9002	34.5433	0.0648	-0.0358	-0.1409
Si	14.5636	-3.4798	34.0562	-0.0439	0.0759	-0.0886
Si	21.4249	-3.2507	30.66	0.0045	0.0746	-0.2394
Si	29.7757	7.0851	33.8297	0.0455	0.0469	-0.0196
Si	15.5666	2.0999	32.0362	0.0011	0.0351	-0.1382
Si	21.3339	9.5445	37.6764	0.0459	-0.0416	-0.0618
Si	20.2113	4.1197	37.2494	0.0451	0.0041	0.0235
Si	21.8531	5.628	30.6917	0.0207	-0.0169	-0.0591
Si	23.4231	-0.8202	35.0552	0.0037	0.0435	-0.0771
Si	25.5172	3.3135	37.2666	-0.0813	0.0447	0.0996
Si	27.3726	0.9229	37.4119	0.1068	-0.0419	0.1635
Si	23.0628	-0.62	37.9939	-0.0777	0.0338	0.047
Si	24.2846	10.1912	38.571	0.1794	-0.326	0.4502
Si	31.2805	1.3636	9.5425	0.0033	-0.0003	0.0111
Si	1.3757	4.06	9.4889	-0.0215	-0.001	-0.0107
Si	31.2609	6.832	9.5034	0.0061	-0.0154	-0.0038
Si	1.3432	9.4968	9.5047	-0.0142	-0.0223	0.0033
Si	31.27	12.2386	9.5188	0.0136	0.0161	0.0005
Si	1.3644	-1.3508	9.507	0.0144	0.0077	0.0104
Si	4.0732	1.344	9.4698	0.006	-0.0031	0.0021
Si	6.7965	4.0602	9.4659	-0.0134	-0.0063	0.0019
Si	4.0939	6.7772	9.4716	0.0078	0.0143	-0.0057
Si	6.8444	9.5078	9.4444	0.0154	0.0075	0.0037
Si	4.1145	12.2142	9.4974	-0.01	-0.0017	0.0007
Si	6.7945	14.9465	9.4681	0.0009	0.0055	0.0012
Si	9.4973	1.3624	9.4777	0.0018	0.0015	0.0027
Si	12.2354	4.1059	9.4842	0.0187	0.021	0.0115
Si	9.5348	6.7968	9.4422	0.0045	0.0065	-0.0033
Si	12.2504	9.5057	9.4635	0.0129	0.0153	-0.0051
Si	9.5077	12.2126	9.4349	-0.019	-0.0217	-0.0098
Si	12.2241	14.9382	9.4814	-0.0204	0.0002	-0.0095
Si	14.9345	1.3761	9.5172	-0.0134	-0.0066	0.0046
Si	17.682	4.1222	9.5418	0.0138	0.0152	-0.003
Si	14.9492	6.8121	9.5137	-0.0112	-0.0184	0.0143
Si	17.658	9.5288	9.5621	-0.0007	-0.0119	0.01
Si	14.9465	12.2317	9.5222	0.0113	0.0182	0.006
Si	17.6692	-1.3371	9.5601	0.0044	0.0002	0.0054
Si	20.4009	1.379	9.5722	0.0036	-0.0082	-0.0026
Si	23.1293	4.0628	9.589	-0.0142	-0.0152	0.0009
Si	20.4015	6.8408	9.5681	0.033	0.0191	-0.0019
Si	23.1327	9.5459	9.5571	0.0104	0.0047	-0.0005
Si	20.3903	12.2527	9.5848	-0.0049	-0.0221	-0.0023
Si	23.1424	-1.3585	9.5895	0.0043	0.0174	-0.0058
Si	25.8388	1.3605	9.5927	0.0099	0.016	0.0079
Si	28.5696	4.1206	9.5683	0.023	0.0208	0.0042
Si	25.8691	6.8018	9.5779	-0.0165	0.0111	0.003
Si	28.5651	9.5385	9.5333	-0.0112	0.0208	0.0004
Si	25.8431	12.2283	9.5368	-0.0205	-0.025	-0.0023
Si	28.5438	14.9407	9.5438	0.0022	0.0013	0.0041
Si	29.9176	-0.0096	10.8884	0.0017	0.003	-0.0042
Si	32.653	2.7237	10.879	0.0076	-0.0059	0.0104
Si	29.9354	5.4727	10.9052	-0.0189	0.002	0.0106
Si	32.6333	8.1559	10.8816	0.0058	0.0055	0.0059
Si	29.9244	10.8869	10.897	0.0096	-0.0183	0.0006
Si	32.643	13.601	10.864	-0.0107	0.0047	-0.0064
Si	2.7206	0.0052	10.8619	-0.0102	0.0141	0.0055
Si	5.4328	2.7081	10.8336	0.0054	0.0007	0.0041
Si	2.7334	5.4247	10.848	0.0207	-0.0193	-0.0012
Si	5.4571	8.1564	10.8118	-0.0067	0	-0.0008
Si	2.7229	10.8656	10.8434	-0.004	0.0044	-0.0027
Si	5.4477	13.5938	10.8516	0.0045	-0.0008	0.0027
Si	8.1468	-0.0077	10.8352	-0.0081	0.0055	0.0032
Si	10.8662	2.73	10.8301	-0.0065	0.0004	-0.0104
Si	8.1637	5.4372	10.8105	0.0018	-0.0105	-0.0061
Si	10.8841	8.1502	10.8259	0.0024	-0.0132	-0.0038
Si	8.1724	10.8654	10.831	0.0036	-0.0024	-0.0009
Si	10.8565	13.5769	10.8236	-0.0005	0.006	-0.0006
Si	13.5759	-0.0054	10.8527	0.0091	-0.0038	-0.0064
Si	16.3121	2.7348	10.8724	0.0008	0.0027	-0.0122
Si	13.5935	5.4452	10.8649	-0.0021	0.0015	-0.0038
Si	16.3014	8.1618	10.8973	-0.0056	0.0104	0.0045
Si	13.5818	10.8683	10.8592	0.0006	0.0041	0.0077
Si	16.3051	13.6006	10.8863	0.002	-0.0057	-0.005
Si	19.0369	0.0137	10.9159	-0.0028	0.0064	-0.0017
Si	21.7644	2.7178	10.9415	0.0124	0.0049	0.0056
Si	19.0416	5.4671	10.9117	-0.0055	0.0045	0.0032
Si	21.7745	8.1849	10.918	-0.01	0.0059	0.0054
Si	19.0263	10.8864	10.9201	0.0007	0.0066	0.0058
Si	21.7666	13.6051	10.9318	0.0103	-0.0042	-0.0001
Si	24.487	0.0032	10.9511	-0.0046	0.0048	0.0075
Si	27.2139	2.7346	10.9156	-0.0148	0.0033	-0.0037
Si	24.4924	5.4426	10.9221	0.0079	-0.0005	-0.004
Si	27.2243	8.1739	10.9145	0.0114	-0.0218	0.0085
Si	24.4908	10.89	10.9211	-0.0002	0.0015	0.0027
Si	27.1967	13.5868	10.9105	0.003	0.0052	-0.0071
Si	31.2857	-1.3679	12.2407	0.0053	-0.002	-0.0029
Si	1.3658	1.359	12.2361	0.0063	0.0036	0.0015
Si	31.2927	4.0856	12.2421	0.0121	0.0181	-0.0008
Si	1.365	6.7832	12.2174	-0.0196	-0.0083	-0.0017
Si	31.2846	9.5218	12.2486	-0.0013	-0.0001	0.0058
Si	1.3673	12.2322	12.212	0.0051	0.0004	-0.0021
Si	4.08	-1.3661	12.2097	-0.0046	-0.0048	-0.0002
Si	6.7886	1.3507	12.1997	-0.0084	-0.004	0.005
Si	4.0839	4.0675	12.2137	-0.0069	-0.0044	0.0029
Si	6.8036	6.7926	12.1849	0.0081	0.0032	-0.0039
Si	4.0877	9.5021	12.1931	0.0006	-0.0059	-0.0057
Si	6.8078	12.2258	12.1971	0.0012	0.0065	-0.0006
Si	9.51	-1.3708	12.1896	-0.0015	0.0015	-0.0041
Si	12.2203	1.3664	12.201	-0.0076	-0.002	0.0005
Si	9.5084	4.0843	12.1954	0.0042	0.0036	0.0023
Si	12.2303	6.8048	12.2138	0.0078	-0.0029	0.0053
Si	9.5261	9.5083	12.1953	0.0054	0.0161	0.0001
Si	12.2195	12.2354	12.2055	-0.003	-0.0118	-0.002
Si	14.9412	-1.351	12.2271	0.0054	-0.0032	0.0001
Si	17.6689	1.3803	12.248	0.0106	-0.0042	0.0006
Si	14.9529	4.0898	12.2289	-0.0071	0.0077	0.0017
Si	17.6738	6.817	12.2606	-0.0057	-0.0017	0.0006
Si	14.9443	9.5307	12.2396	0.0006	-0.003	0.0044
Si	17.6682	12.2557	12.2608	-0.0017	0.0093	0.0013
Si	20.401	-1.3482	12.2735	0.0035	0.0117	-0.0013
Si	23.1231	1.3612	12.2988	-0.0103	-0.0102	0.0063
Si	20.4009	4.0989	12.2687	0.0034	-0.0097	-0.0011
Si	23.1296	6.8104	12.2693	-0.0104	-0.006	-0.0022
Si	20.4049	9.5366	12.2717	0.0054	-0.0005	-0.0044
Si	23.1323	12.2467	12.2838	0.0055	0.0001	-0.0019
Si	25.8551	-1.3666	12.2845	-0.002	0.0012	-0.0004
Si	28.5718	1.3573	12.2581	0.0045	0.0093	0.0007
Si	25.849	4.0834	12.2782	-0.0065	-0.0025	-0.0014
Si	28.5746	6.8136	12.2761	0.0091	0.0106	0.0052
Si	25.8523	9.5231	12.2718	-0.0086	-0.0056	-0.0033
Si	28.566	12.2362	12.2672	-0.0049	-0.0016	-0.0013
Si	32.644	-0.0043	13.5962	0.0004	0.0042	0.0044
Si	2.7231	2.7195	13.5909	-0.0038	0.0003	0.0077
Si	32.6489	5.4393	13.6018	0.0079	-0.0124	0.0082
Si	2.7254	8.1523	13.57	0.0047	-0.0026	-0.004
Si	32.6503	10.8847	13.5931	-0.0002	-0.0005	-0.0021
Si	2.7201	13.5955	13.5726	-0.0023	0.008	0.0003
Si	5.433	-0.004	13.5703	0.0026	0.0026	0.0023
Si	8.1479	2.7188	13.5558	-0.0007	-0.0022	-0.0064
Si	5.4428	5.4387	13.5637	-0.0001	-0.0028	-0.0017
Si	8.1573	8.152	13.5549	0.0014	-0.0064	-0.0043
Si	5.4386	10.8695	13.5563	-0.0084	0.0073	-0.0011
Si	8.1551	13.5935	13.5581	0.0007	-0.0064	0.0009
Si	10.8647	-0.0037	13.5546	-0.0014	-0.0012	-0.0011
Si	13.586	2.7218	13.5699	0.0133	-0.0033	-0.0051
Si	10.8675	5.44	13.565	0.0014	0.0046	-0.0041
Si	13.5857	8.1639	13.5835	-0.0032	0.0054	0.0005
Si	10.87	10.8724	13.5668	-0.0044	-0.0079	0.0051
Si	13.5813	13.5997	13.572	-0.0053	0.0058	-0.0013
Si	16.3085	0.0072	13.5908	-0.0049	0.0039	-0.0015
Si	19.0363	2.731	13.6111	-0.0067	0.0066	0.0021
Si	16.3119	5.446	13.5974	0.0101	-0.0061	-0.0006
Si	19.0429	8.1726	13.6185	0.0059	0.0066	-0.0028
Si	16.3072	10.89	13.6045	-0.0004	-0.0017	-0.0012
Si	19.0353	13.6101	13.6211	-0.001	-0.0111	-0.0027
Si	21.7604	0.0004	13.6421	0.0042	0.0013	0.0062
Si	24.4929	2.7247	13.641	-0.0004	0.006	-0.0001
Si	21.7686	5.4517	13.626	-0.0019	0.0052	0.0032
Si	24.4919	8.1631	13.6301	0.0059	0.0003	0.0012
Si	21.7676	10.8882	13.6354	-0.0058	0.0003	0.0024
Si	24.4939	13.5997	13.644	-0.0078	0.0066	0.0049
Si	27.219	0.0001	13.6313	-0.0005	0	-0.0022
Si	29.9324	2.7205	13.6077	-0.0009	-0.0047	-0.0013
Si	27.2088	5.4457	13.6267	-0.0071	-0.0056	-0.0051
Si	29.9331	8.1701	13.6261	-0.0011	-0.0045	0.0049
Si	27.2116	10.8789	13.6325	0.0037	-0.0007	-0.0005
Si	29.9326	13.5988	13.6169	0.0053	0.0091	-0.0002
Si	31.2838	1.35	14.9659	0.0049	0.0072	-0.0002
Si	1.3596	4.0732	14.9591	-0.0025	0.0013	0.0009
Si	31.2889	6.7972	14.9701	-0.0021	0.0074	0.0009
Si	1.3662	9.5139	14.9415	-0.0003	0.0021	0.0016
Si	31.2955	12.237	14.9722	0.003	-0.0087	0.0034
Si	1.3625	-1.3725	14.9483	-0.0019	-0.0052	-0.0007
Si	4.0755	1.3486	14.9432	-0.004	0.0039	-0.0034
Si	6.7919	4.0726	14.9289	0.0064	-0.0014	-0.001
Si	4.0792	6.7937	14.9359	-0.0037	-0.0052	0.0037
Si	6.7946	9.5104	14.9191	0.0036	0.0016	-0.0051
Si	4.0798	12.2306	14.9233	0.0003	-0.0013	-0.001
Si	6.7946	-1.3681	14.9204	-0.0048	-0.0004	-0.0023
Si	9.5064	1.3556	14.9152	-0.0055	0.0029	0.0013
Si	12.2291	4.084	14.9275	-0.0033	0.0009	0.0031
Si	9.5124	6.7996	14.9278	0.0024	-0.0037	0.0023
Si	12.2296	9.5258	14.9382	0.0057	0.0049	0.0025
Si	9.5087	12.2348	14.9198	0.0028	0.0093	-0.003
Si	12.2254	-1.3546	14.9254	0.0011	0.0002	0.0043
Si	14.9493	1.3725	14.9382	0.0003	-0.0017	0.0035
Si	17.6772	4.0945	14.9584	0.0003	-0.0019	0
Si	14.9519	6.8118	14.9429	-0.0029	0.0008	-0.0024
Si	17.6803	9.5387	14.9631	0.0029	-0.0011	-0.003
Si	14.9454	12.2566	14.9499	0.0005	-0.004	-0.0008
Si	17.6712	-1.3425	14.9646	0.009	0.0064	-0.0005
Si	20.3946	1.3716	14.9774	0.0033	-0.004	-0.0045
Si	23.128	4.09	14.987	-0.0022	-0.004	0.0012
Si	20.4082	6.815	14.9777	-0.0096	-0.0065	-0.0023
Si	23.1326	9.5238	14.9885	-0.0037	-0.0025	-0.0016
Si	20.4018	12.2529	14.9813	0.0045	0.0113	0.0014
Si	23.1304	-1.3577	14.9932	-0.0024	-0.002	0.0016
Si	25.857	1.3599	14.9915	-0.0057	-0.0056	0.0015
Si	28.5644	4.073	14.9722	-0.0061	0.0165	-0.0047
Si	25.8486	6.8004	14.9903	-0.0039	-0.0028	0.0034
Si	28.5719	9.5206	14.9912	0.0014	-0.0041	-0.001
Si	25.8563	12.2357	14.9978	0.0026	-0.0043	-0.0029
Si	28.58	-1.3629	14.988	0.0034	0.0002	-0.0002
Si	29.9347	-0.003	16.3521	0.0031	0.0033	0.0023
Si	32.6364	2.7114	16.3221	-0.0043	-0.0032	0.0059
Si	29.9133	5.4399	16.3237	-0.0004	-0.0224	-0.0057
Si	32.6477	8.1629	16.3197	0.0002	-0.0029	0.0018
Si	29.9399	10.878	16.3413	-0.0042	0.0073	-0.0011
Si	32.6495	13.6023	16.334	0.0121	0.0117	-0.0007
Si	2.7179	-0.0141	16.3077	0.0027	0.0042	0.0028
Si	5.4321	2.7111	16.2982	-0.0042	-0.0057	0.001
Si	2.7168	5.4395	16.3091	-0.0044	-0.0064	0.0031
Si	5.4317	8.1652	16.2944	0.0075	-0.002	-0.001
Si	2.7148	10.8876	16.2969	0.005	-0.0023	-0.0041
Si	5.4383	13.5901	16.2816	0.0013	0.0048	-0.003
Si	8.149	-0.0044	16.2793	0.0016	0.0009	-0.0021
Si	10.8703	2.7123	16.2761	0.0005	-0.0008	-0.0061
Si	8.1532	5.435	16.2845	-0.004	0.0021	-0.0048
Si	10.8713	8.1626	16.2917	-0.0001	-0.0004	0.0017
Si	8.1499	10.8748	16.2786	-0.0099	0.0011	-0.0034
Si	10.8646	13.5983	16.2765	-0.0119	-0.0146	-0.0022
Si	13.592	0.0049	16.2859	0.0018	0.0074	-0.0011
Si	16.3118	2.7333	16.3013	0.0071	0.0038	-0.0028
Si	13.5885	5.4501	16.2887	0.0136	-0.0002	-0.0043
Si	16.3174	8.1707	16.3017	0.0079	0.0042	-0.0032
Si	13.5863	10.891	16.2987	-0.0056	-0.0059	0.0019
Si	16.3112	13.6133	16.3158	-0.0073	-0.002	-0.0018
Si	19.0332	0.0136	16.3316	-0.0039	0.0016	0.0068
Si	21.7621	2.7265	16.333	-0.01	-0.0019	0.002
Si	19.0409	5.4512	16.3184	0.004	0.0022	0.0018
Si	21.775	8.1628	16.3454	0.001	0.0061	-0.0009
Si	19.0429	10.8897	16.334	-0.0029	-0.0013	-0.0004
Si	21.7656	13.6062	16.3441	0.0026	-0.0035	0.0025
Si	24.4962	0.0003	16.347	-0.0016	0.0035	0.008
Si	27.217	2.7167	16.3535	0.0014	0.0067	0.0002
Si	24.4905	5.4396	16.3533	-0.0034	-0.0002	0.0043
Si	27.2083	8.1592	16.3476	0.0047	-0.0013	0.001
Si	24.4947	10.8753	16.3545	-0.002	0.0025	0.004
Si	27.2248	13.5935	16.3496	-0.0002	0.0084	0.003
Si	31.293	-1.3679	17.7148	-0.001	-0.0004	0.004
Si	1.3469	1.3335	17.6724	-0.0009	0.0084	0.0001
Si	31.2564	4.0675	17.6733	-0.0143	0.0321	-0.0086
Si	1.3581	6.8	17.6777	-0.0015	-0.0043	0.0057
Si	31.2933	9.5128	17.7015	0.0097	-0.0044	0.0013
Si	1.3676	12.2374	17.6893	-0.0025	-0.0017	-0.0003
Si	4.0821	-1.3829	17.6556	0.0101	-0.0123	-0.0055
Si	6.7881	1.3399	17.6523	0.0011	0.0054	-0.0013
Si	4.0622	4.062	17.6611	0.0117	0.0045	-0.0022
Si	6.7935	6.7972	17.6425	0.0056	-0.0081	0.0024
Si	4.0717	9.538	17.656	-0.0147	0.0192	0.0072
Si	6.7946	12.233	17.6429	0.0006	-0.0029	-0.0097
Si	9.506	-1.3667	17.6358	0.0005	-0.0011	-0.0018
Si	12.234	1.3619	17.642	0.0065	-0.004	0.0088
Si	9.5138	4.0678	17.6368	0.004	-0.0027	0.0012
Si	12.2378	6.8095	17.6528	-0.0016	-0.0011	0.0053
Si	9.5144	9.5304	17.6431	-0.0046	0.0022	0.0002
Si	12.2214	12.2535	17.649	-0.0021	0.0161	0.0003
Si	14.9502	-1.3371	17.6636	0.0028	0.0006	0.0055
Si	17.6708	1.3877	17.6741	-0.004	0.0034	0.003
Si	14.9536	4.1008	17.6481	-0.0042	0.0027	0.0008
Si	17.6772	6.8148	17.6642	0.0009	-0.0027	-0.0045
Si	14.9587	9.5359	17.6485	-0.0002	0.0007	-0.0048
Si	17.6793	12.259	17.6795	0.0048	0.0009	0.0001
Si	20.406	-1.3417	17.6902	0.0014	-0.0029	-0.0047
Si	23.1275	1.3676	17.6902	-0.0011	0.0064	-0.0028
Si	20.4004	4.0937	17.68	0	-0.0019	-0.0062
Si	23.132	6.8001	17.7137	-0.0029	-0.0053	0.0039
Si	20.4117	9.5286	17.6917	0.0074	-0.0061	0.0008
Si	23.1301	12.2437	17.6989	-0.0143	0.0104	-0.0055
Si	25.8633	-1.3626	17.7008	0.0042	-0.01	0.0003
Si	28.5738	1.3544	17.72	0.0018	-0.0095	0.0084
Si	25.8517	4.0756	17.713	-0.0034	-0.0083	0.0037
Si	28.5625	6.7933	17.7035	-0.0098	0.0052	-0.0021
Si	25.8524	9.5098	17.7174	-0.0009	-0.0006	0.0039
Si	28.5856	12.2304	17.7113	0.0171	-0.012	0.0002
Si	32.6466	-0.0052	19.0815	0.0108	-0.0095	0.0053
Si	2.7014	2.6892	19.0218	-0.0071	-0.0056	0.0106
Si	32.6046	5.4361	19.0117	-0.0093	-0.0279	-0.0121
Si	2.707	8.1907	19.0209	0	-0.0038	0.0055
Si	32.6441	10.8864	19.0609	0.0101	0.0041	0.0009
Si	2.7365	-2.7243	19.0479	0.0006	0.0115	-0.0026
Si	5.4442	-0.0408	19.0195	-0.0001	0.0029	0.0047
Si	8.1562	2.7017	18.995	-0.0001	-0.0025	-0.0061
Si	5.4259	5.4355	18.9948	0.009	0.0047	-0.0059
Si	8.155	8.1686	18.9919	-0.0143	-0.0007	-0.0007
Si	5.4225	10.9077	19.0209	0.0148	-0.0021	0.0003
Si	8.1564	-2.7336	19.0006	0.0018	0.0104	0.0013
Si	10.8806	-0.0195	18.9862	-0.0199	-0.0007	-0.0027
Si	13.5929	2.7382	18.9921	0.0096	0.0118	-0.012
Si	10.878	5.4288	18.99	-0.0012	-0.0082	-0.0046
Si	13.6045	8.1809	19.0066	0.0196	0.0062	-0.0004
Si	10.8674	10.8933	19.0125	-0.0027	0.0032	0.0056
Si	13.5761	-2.6977	19.0044	-0.0039	-0.018	-0.0056
Si	16.3065	0.0339	19.0257	0.0021	0.0047	0.0067
Si	19.0279	2.754	19.0362	0.008	0.0044	-0.0012
Si	16.3052	5.4658	19.0145	0.0104	-0.001	-0.0064
Si	19.0459	8.1578	19.0292	-0.0032	0.0073	0.0015
Si	16.3097	10.8924	19.0186	-0.0046	-0.0082	0
Si	19.0476	-2.7034	19.0413	0.0038	0.002	0.0015
Si	21.7663	0.0207	19.0523	-0.0028	-0.002	0.0084
Si	24.4859	2.7097	19.0651	-0.0096	-0.0001	0.0018
Si	21.7623	5.4312	19.0561	-0.0085	-0.0006	0.0007
Si	24.502	8.1421	19.0859	-0.006	0.0006	0.0046
Si	21.7788	10.8799	19.0579	0.0033	0.0113	-0.0022
Si	24.497	-2.7175	19.0506	0.0026	-0.0063	-0.0043
Si	27.2161	-0.0143	19.0789	-0.0092	0.0037	0.0105
Si	29.9263	2.7214	19.0834	0.0149	0.0157	0.0057
Si	27.2066	5.4373	19.0774	0.0082	0.0126	0.0005
Si	29.9261	8.1496	19.0603	0.0047	0.0039	-0.0017
Si	27.227	10.8646	19.0673	0.0014	0.0145	-0.0063
Si	29.9421	-2.736	19.0833	-0.0055	0.0009	-0.002
O	3.3439	8.547	38.4149	0.4456	-0.0911	-0.2855
O	4.4044	15.4058	1.7013	0.0153	-0.5551	0.2952
O	3.2794	3.1701	1.5929	-0.161	0.0081	-0.245
O	17.3271	6.2583	1.4865	0.0857	0.0652	-0.1054
O	19.5918	6.7436	0.2171	0.2561	-0.1996	-0.1061
O	19.785	3.2321	1.53	-0.5299	0.2197	-0.2647
O	28.8466	12.9724	0.7636	0.0324	-0.3102	0.0824
O	2.0878	4.6643	26.9914	0.026	-0.0585	0.1793
O	2.2052	-0.5827	27.145	-0.0871	0.0512	-0.001
O	4.4347	-0.381	28.4896	0.4133	-0.3481	-0.0922
O	4.5084	1.931	27.3171	-0.2146	0.1155	0.3762
O	30.6361	3.1522	34.6867	-0.3203	-0.1543	0.3522
O	0.7406	2.3314	28.1745	-0.138	-0.4036	0.1115
O	31.3141	3.9817	27.6648	0.0901	0.0811	0.5567
O	29.4734	5.7044	28.5191	-0.0332	-0.0692	0.4449
O	5.317	-2.1127	34.1466	0.2335	0.2947	0.1028
O	2.5521	-1.9722	29.4262	0.168	0.1151	-0.1079
O	7.3294	2.3781	31.5028	0.2203	-0.0688	-0.1638
O	6.8137	0.7565	27.824	-0.0153	0.1227	0.2361
O	4.2393	5.1064	28.4399	0.5127	-0.1549	-0.1108
O	31.5426	11.4502	32.5028	-0.0031	0.6141	-0.3946
O	7.4166	-1.7919	30.1005	0.0406	0.1917	-0.1432
O	8.995	-0.6644	28.3049	0.3333	-0.2676	-0.2471
O	11.1164	1.8329	28.2742	-0.4507	-0.2666	0.1452
O	9.6598	3.9558	27.9522	0.4402	0.2328	-0.0813
O	8.4009	5.8604	29.3323	-0.4045	0.6685	-0.2413
O	10.7394	8.0966	28.4519	-0.4743	0.4307	0.0357
O	10.1434	9.1817	30.7342	-0.6483	-0.1736	0.0718
O	6.9944	12.2044	27.3915	0.0329	-0.0314	0.1368
O	8.3609	10.5973	28.8318	0.6077	-0.0124	0.2398
O	15.5293	3.8751	28.0659	0.0727	0.1583	-0.0435
O	17.1889	7.9756	28.3847	-0.1564	0.2876	0.0357
O	15.0673	9.3222	28.0158	-0.2057	-0.3444	-0.0079
O	13.5459	11.272	28.5089	-0.3927	0.1741	0.49
O	23.3384	0.3286	28.5334	-0.0404	-0.5552	0.3427
O	31.208	7.597	34.3988	0.0424	-0.0638	-0.2201
O	30.0642	-2.636	29.1488	-0.0938	-0.0266	0.312
O	5.2997	8.2247	0.8411	0.0958	-0.1841	-0.1042
O	4.2913	2.0545	34.9538	-0.0658	0.2743	-0.2743
O	5.3282	3.9916	30.6222	0.2451	0.3776	0.2292
O	13.4335	-0.5917	36.933	0.2975	-0.3478	0.4219
O	29.2937	8.0116	29.7911	0.2762	0.2922	-0.1301
O	1.1761	-0.2814	32.043	-0.1736	-0.0487	0.2224
O	7.3642	3.3946	29.0852	-0.1556	-0.4473	-0.2871
O	7.3545	9.5076	31.1522	0.2198	0.3628	0.3483
O	8.412	0.0576	36.6501	-0.189	-0.0649	-0.7266
O	9.5342	11.6594	31.9227	-0.6849	-0.182	-0.236
O	12.2296	6.3807	35.0209	0.1676	0.4209	0.1334
O	12.606	8.0962	30.2951	0.0585	-0.0873	-0.3673
O	7.2677	8.0006	34.9295	0.1213	-0.0391	-0.3277
O	13.5869	8.5635	32.7078	0.5108	-0.2829	0.3153
O	28.1022	3.4457	34.2073	-0.2369	0.1669	0.6995
O	14.077	2.7191	31.9776	-0.0826	0.2744	0.0739
O	14.5367	5.0375	30.2256	-0.2079	0.0085	0.436
O	16.5104	-2.4137	37.0357	-0.0537	-0.2766	-0.1943
O	18.2989	10.4696	30.4699	-0.1656	-0.3872	0.0969
O	20.5139	9.1843	31.2947	0.2717	-0.0978	0.2585
O	24.2791	2.6943	28.876	0.326	0.0525	0.2585
O	18.9749	3.2585	29.5951	0.0961	0.1912	0.0223
O	15.1821	-1.3634	29.8427	-0.2279	-0.1406	0.0452
O	25.561	9.2688	0.1329	0.4655	-0.2993	-0.0706
O	22.6726	-3.8279	29.7886	0.4181	0.1772	0.3307
O	27.5084	1.9067	32.1439	-0.2304	-0.5308	-0.0292
O	25.703	4.4559	29.9529	-0.1287	-0.2246	0.1296
O	3.8075	-0.3995	32.5693	0.1643	0.3578	-0.1043
O	27.6077	6.1365	30.3054	0.1912	0.1238	0.3569
O	24.2316	-1.7235	38.1657	-0.0635	-0.4172	0.1188
O	2.0975	-0.0335	0.7099	-0.2093	0.1681	-0.47
O	26.925	-2.1428	34.3654	0.1889	0.4	0.1427
O	26.7661	4.4522	32.2955	-0.0369	0.0544	0.3833
O	29.9368	5.3469	0.93	0.1307	-0.0832	-0.2329
O	12.3996	1.2956	30.5351	-0.3488	-0.6102	-0.0463
O	13.8951	5.247	36.6525	0.0638	-0.2398	-0.1484
O	14.414	5.1853	34.0804	-0.3187	-0.0662	-0.4981
O	28.0665	-4.1628	29.8569	0.0687	-0.2262	0.1475
O	31.7628	10.3913	30.0406	0.2368	0.0928	0.0335
O	9.6928	7.0853	35.294	0.0468	-0.3797	0.2508
O	23.1617	3.0148	34.5792	-0.162	0.0796	-0.4113
O	20.2692	5.6888	36.8788	0.1431	0.1114	-0.124
O	9.3101	-1.4741	38.6067	-0.8213	-0.2825	-0.0311
O	26.0526	-2.391	29.9474	-0.3799	0.1803	0.2367
O	29.99	-0.3179	34.353	0.1128	0.518	0.1171
O	17.6716	-0.2514	37.6726	-0.1253	-0.1822	-0.1006
O	19.6756	10.0757	34.204	-0.2319	0.5594	-0.1086
O	22.4032	4.3513	31.5254	0.3345	0.3093	0.6283
O	12.5844	-2.8676	30.2127	0.3097	0.2691	-0.2598
O	32.7675	3.6912	36.0583	0.3703	0.1406	-0.1245
O	3.4074	5.6181	30.8592	0.5783	0.3716	0.3681
O	10.6694	3.6776	36.8417	0.1623	0.4113	0.1173
O	25.3645	6.5091	31.6095	-0.3847	-0.1772	0.0349
O	12.6939	2.0009	37.0871	0.3366	0.3852	0.1604
O	29.7553	3.2082	32.1844	0.342	0.2057	-0.419
O	13.8545	-3.6636	32.5913	0.3213	-0.6646	-0.3275
O	9.2408	2.8934	33.2852	0.293	-0.0546	0.3307
O	16.9937	4.5059	34.5218	0.5039	0.3332	0.3796
O	22.8693	-0.2223	36.4511	-0.4722	0.1919	-0.1102
O	21.7023	-1.3008	38.554	-0.257	-0.0849	-0.5597
O	2.8995	5.9516	0.0649	0.0533	-0.0127	0.7108
O	14.5652	15.4398	0.4078	-0.1955	-0.2261	-0.1345
O	18.1861	-1.1233	35.3093	0.0882	0.1165	0.3107
O	16.594	2.8225	30.9834	-0.3409	0.5775	-0.1516
O	4.9874	6.6542	34.9337	-0.2885	0.0022	-0.3507
O	22.8797	9.3864	38.2217	-0.0978	-0.5119	0.1885
O	12.4018	9.7343	34.7811	-0.4331	0.1514	0.4355
O	23.9518	2.9303	37.0203	-0.085	-0.4583	0.3464
O	10.5562	6.6082	30.6329	0.4669	-0.1453	0.0048
O	25.1951	10.5273	37.2745	0.4838	0.0213	0.2202
O	20.5052	8.1465	37.5784	0.2494	0.0631	0.1321
O	19.7463	0.1769	33.5725	0.2431	-0.1072	0.1972
O	4.9269	-1.4552	38.429	0.5384	-0.2417	-0.4397
O	0.4622	-1.2755	35.8869	0.131	-0.0354	-0.5542
O	16.1225	-3.1431	33.7622	0.5107	-0.2749	0.5488
O	11.0596	2.4979	0.7958	0.0051	0.1509	-0.5797
O	9.1841	15.6484	0.0055	-0.0098	0.1548	-0.0833
O	17.862	-1.4239	32.707	0.2062	0.4505	-0.3217
O	1.6406	4.3167	38.1633	-0.1492	-0.2492	0.3084
O	14.0324	10.3664	0.5208	-0.8118	0.1058	0.0962
O	28.9215	1.9171	29.9214	0.325	0.2026	-0.1138
O	1.8961	9.8496	31.9906	-0.3268	0.1001	0.0094
O	28.9153	-1.8991	32.5948	0.1738	-0.0808	-0.6077
O	24.7466	6.6623	37.6091	0.1618	0.2003	0.3954
O	20.9725	6.5677	31.6777	0.1892	-0.1001	0.5111
O	23.57	2.1115	32.2306	0.2619	-0.0751	-0.3142
O	3.0715	-2.8632	32.9908	-0.0888	-0.1236	-0.1677
O	5.8608	-4.642	33.9933	0.5305	-0.1996	-0.4221
O	29.2691	-2.2033	36.0677	-0.1135	-0.0529	0.3822
O	20.6694	-2.0209	29.8838	-0.1399	0.2933	0.508
O	8.6069	2.434	37.6565	-0.0934	-0.0557	0.1051
O	8.9987	-2.0927	32.7605	-0.4054	-0.1625	-0.1065
O	15.132	7.4787	30.8393	0.245	0.2741	0.0229
O	22.2724	-1.705	34.384	-0.3019	0.0254	0.0473
O	20.321	15.9903	0.0465	-0.2137	0.3061	-0.2793
O	22.9826	6.5625	29.9881	0.4574	-0.0971	0.4463
O	7.0629	10.6052	37.3633	-0.1711	-0.4769	0.0623
O	27.2721	-0.1086	29.1629	-0.0804	-0.1228	0.1511
O	26.3711	7.0811	35.7083	-0.4052	-0.0529	-0.276
O	17.1599	-3.6185	31.4007	0.2927	0.0667	0.046
O	13.2303	3.1457	28.9718	0.145	-0.0317	0.0191
O	18.7236	1.4742	31.5272	0.2737	-0.3676	0.122
O	14.3886	-4.8155	34.9041	0.5042	0.1319	0.0373
O	0.2757	2.9761	33.4505	0.1711	0.2607	-0.1395
O	3.6376	5.2582	36.7993	-0.4092	-0.203	-0.5084
O	6.3578	1.7702	36.4895	-0.3875	-0.0927	0.2234
O	20.4058	11.8363	30.9211	-0.3762	0.1881	0.6068
O	2.2498	0.5284	34.4258	-0.5909	-0.081	0.2075
O	5.6948	4.1886	35.5373	0.3745	0.1583	-0.245
O	32.0604	-0.9176	29.9135	-0.0018	0.3367	0.0467
O	28.6493	-4.0266	34.2261	0.0757	-0.4196	-0.2352
O	0.4377	0.5003	37.7694	-0.4893	-0.1012	0.2104
O	13.22	10.5669	37.0957	-0.655	-0.1905	-0.0721
O	30.8122	-0.2488	36.8075	-0.1957	0.139	0.4764
O	1.2543	4.6309	31.7418	-0.2597	-0.0831	-0.0198
O	10.9615	13.7666	0.7475	0.0983	-0.1735	-0.1642
O	22.0424	2.0354	30.1893	-0.3093	-0.4237	-0.1303
O	31.765	3.8731	38.5673	-0.6582	-0.2241	-0.0964
O	16.1107	2.2181	33.5461	-0.104	-0.2973	0.1647
O	16.1919	6.9278	34.8255	0.0431	-0.0763	0.0188
O	26.5259	2.1516	36.8212	-0.0491	0.136	-0.7038
O	26.5483	8.0476	33.3849	0.3288	-0.0175	-0.3291
O	18.9095	7.862	32.7899	-0.1889	-0.4183	-0.1218
O	10.8314	-0.2325	33.2323	0.0163	-0.1239	0.1845
O	22.0729	9.2496	34.0776	-0.1723	-0.0723	-0.6086
O	15.4949	0.5401	31.6395	0.4371	-0.0814	-0.1113
O	5.5789	-3.6525	36.4581	-0.3683	0.2881	0.0555
O	6.7651	-4.314	30.525	-0.1387	-0.1121	0.307
O	0.7775	-2.7518	31.1563	-0.0743	-0.3206	0.3926
O	3.278	11.1929	34.3008	-0.5144	-0.2477	0.3652
O	2.2618	0.6823	29.4773	0.307	-0.126	0.4646
O	12.5483	3.7348	35.05	0.2395	-0.1651	-0.3636
O	7.6488	-2.987	35.1367	-0.0694	0.4178	0.0023
O	3.8987	-0.2093	36.3216	0.3051	-0.4099	-0.3636
O	16.9827	5.8267	29.8874	0.1464	-0.6499	0.1098
O	28.2956	0.2701	36.2686	-0.1687	0.223	-0.311
O	29.7984	5.4649	33.743	0.1933	0.0568	0.0165
O	15.8694	6.3337	37.8371	0.0918	-0.0582	-0.1881
O	16.872	8.5036	36.9219	-0.2108	0.6457	0.1211
O	17.1248	1.8753	0.4885	0.3271	0.1375	-0.0696
O	9.9439	-3.9456	34.3985	0.5566	-0.4926	-0.0018
O	16.2877	3.4502	38.5538	-0.0141	-0.0504	-0.2854
O	8.3825	5.0075	37.2	0.187	-0.1461	-0.4215
O	11.1547	1.6402	34.9873	-0.315	0.1246	0.0804
O	32.6803	8.4736	36.5257	0.3521	0.6723	0.0933
O	20.9514	5.008	29.5106	-0.0904	0.2033	-0.2897
O	25.6194	2.5141	33.8388	0.2322	-0.1196	0.5462
O	20.5759	9.3039	0.0458	0.1667	0.4979	0.1372
O	31.0919	-4.485	38.5858	0.2183	-0.0177	0.3027
O	2.3708	1.8727	36.7865	0.143	0.5129	-0.2217
O	17.2815	9.1973	34.4246	-0.1535	0.662	-0.3607
O	18.6716	2.5231	34.0086	0.2173	0.2457	0.3907
O	29.2702	-4.7047	36.7351	-0.0546	-0.2621	-0.4203
O	27.2209	6.2688	38.0956	0.2499	-0.3959	-0.2938
O	19.8999	-2.4805	33.8706	-0.4101	-0.5453	0.1444
O	11.0944	7.9607	33.294	-0.3062	-0.0887	-0.6053
O	11.5096	3.4248	31.9713	0.2741	0.4475	-0.0592
O	23.0197	5.1888	36.1982	0.1466	0.2074	-0.4337
O	21.9134	-2.76	32.1033	0.274	0.2584	-0.0229
O	9.9223	-1.9357	36.0623	0.3013	0.0777	-0.2668
O	21.3294	10.3835	36.2947	-0.0299	0.4836	0.0637
O	5.9356	7.7492	32.7015	-0.208	-0.0662	-0.1773
O	32.5018	6.0082	37.2051	-0.0367	0.0091	-0.1306
O	8.1391	7.0223	31.6354	-0.0102	-0.1068	0.4622
O	29.2644	7.5861	32.3739	0.102	-0.4143	-0.1312
O	5.9645	7.5442	30.1251	-0.2318	-0.5056	0.0092
O	0.8631	-4.1894	33.9409	-0.0844	-0.0366	-0.0875
O	25.7048	11.2945	30.5258	-0.446	0.3215	-0.2289
O	4.9673	9.2641	34.5148	-0.2249	0.0434	0.4815
O	9.0981	9.5699	36.0652	0.4497	0.2841	-0.331
O	23.3092	6.2841	0.1603	0.5778	0.0965	-0.1205
O	9.2011	-4.2834	36.9181	0.2043	0.1119	0.3055
O	22.5421	6.3289	38.619	-0.7178	-0.0171	-0.1929
O	11.4227	-2.8628	32.5213	0.0623	0.1733	0.0926
O	5.8921	9.9683	29.0467	-0.3384	0.538	-0.1737
O	0.489	-3.5729	37.1964	0.0044	-0.5797	-0.1692
O	14.7856	9.0408	35.5197	-0.29	-0.147	-0.1493
O	26.9642	9.6576	35.4663	0.35	0.3079	0.2563
O	5.9922	6.1217	37.3032	-0.4124	0.0465	0.3758
O	29.7201	9.9573	31.5565	-0.3917	0.7215	0.0549
O	29.5621	9.7668	38.601	-0.2821	-0.1359	-0.2463
O	19.2788	7.6601	35.3339	0.2094	-0.4424	-0.2756
O	23.9536	7.4546	33.6341	-0.0274	-0.3905	-0.2114
O	31.4951	-1.3917	32.436	0.0297	-0.182	0.1901
O	16.0503	11.3934	29.3764	-0.1385	0.2886	0.1559
O	19.0504	7.3689	30.116	0.2108	0.2509	-0.2274
O	1.609	7.1958	32.0407	0.0822	-0.2073	0.4678
O	13.2158	6.9839	38.5268	-0.168	0.476	-0.4944
O	24.8282	9.0875	31.7278	-0.3676	0.4573	0.0526
O	10.9653	0.1133	37.4403	-0.3602	0.1923	0.0624
O	23.6298	0.9176	0.4192	0.1391	0.2099	-0.2015
O	13.9353	-2.2542	34.9087	-0.2406	-0.0129	0.0935
O	2.4641	-2.9532	35.5002	0.6544	0.2141	0.1382
O	2.3536	-1.8497	37.7418	-0.2847	-0.3511	0.4119
O	14.8509	-4.0125	38.147	-0.0448	0.2592	-0.0934
O	4.5048	-5.42	37.9895	-0.3116	0.3585	-0.2156
O	31.8445	3.5228	0.3274	0.4211	0.2521	-0.0627
O	26.2784	-0.1586	37.8723	-0.3423	0.3015	0.115
O	14.3911	9.9275	30.6001	0.062	0.6284	0.4457
O	9.1878	4.5557	31.374	-0.5771	-0.1881	-0.1556
O	8.2728	0.4663	33.0973	-0.255	-0.086	0.317
O	5.3544	-2.837	28.8501	-0.6184	0.1891	0.2487
O	25.6598	-4.3463	35.1293	-0.1759	-0.0104	-0.2155
O	20.9327	2.3708	32.5843	0.0126	-0.1021	0.2025
O	22.8728	7.702	36.0875	-0.5665	0.2056	0.2701
O	26.98	-3.5638	32.1759	-0.1861	-0.1167	0.1889
O	2.8863	-4.3574	30.7147	0.5069	0.3485	-0.1399
O	15.6948	-0.3756	35.6552	0.2734	0.2027	-0.0438
O	32.136	8.8661	32.0545	-0.0975	-0.202	0.0852
O	2.4588	2.0411	32.3577	0.6199	0.204	-0.169
O	21.6298	-4.3866	34.1965	0.2757	-0.0302	0.2342
O	28.268	1.4209	38.6698	-0.0438	0.3335	-0.0218
O	31.0971	-3.6954	34.9266	0.4329	0.5474	-0.1061
O	6.7365	2.3973	33.997	-0.0147	0.1192	-0.1389
O	9.4556	-0.3062	30.9076	-0.0551	0.5085	-0.1417
O	1.0295	8.5266	34.1352	0.4317	-0.3022	0.2541
O	11.1176	11.3851	29.8711	-0.0151	-0.3275	-0.2904
O	9.9266	-2.6158	29.8118	0.0745	-0.1308	0.3311
O	26.4165	-2.6506	36.9838	0.5668	-0.254	-0.0372
O	4.4548	10.367	32.0957	0.5595	-0.1084	-0.2716
O	24.5965	-1.8709	35.3182	-0.088	-0.1154	0.2829
O	5.236	-2.3498	31.4868	0.1839	0.1982	-0.1591
O	5.4974	1.6135	29.8019	-0.1595	-0.1506	0.6236
O	6.9086	6.2894	0.1	-0.229	-0.7023	-0.1536
O	8.1676	7.5867	37.3724	-0.0697	0.5516	0.5468
O	13.5465	-1.2091	31.9243	-0.4868	0.4031	-0.0043
O	31.3615	13.4821	0.0667	-0.0494	0.043	0.2711
O	2.8337	3.2681	29.677	-0.169	0.0722	-0.207
O	24.4161	9.6275	34.9929	-0.0041	0.434	-0.2749
O	27.3313	9.1675	31.0459	0.162	0.0883	0.0339
O	31.7756	10.1819	34.7893	-0.2611	0.1025	0.4187
O	18.6455	3.7532	37.1894	-0.1303	0.2335	-0.1336
O	25.9417	4.624	36.4082	0.0663	-0.1229	-0.6264
O	16.849	2.398	36.0575	-0.3472	-0.3731	-0.0762
O	29.7902	0.5272	31.9062	0.4368	-0.1881	-0.37
O	16.1981	5.6752	32.3501	0.5272	0.0045	-0.0562
O	11.7367	10.3716	32.3293	0.0823	0.4151	0.0092
O	28.7183	7.7216	34.8817	0.0721	0.0314	0.6154
O	13.2977	0.214	34.4498	0.0327	0.0821	-0.017
O	32.3382	1.2177	35.3014	0.1067	-0.3155	-0.2157
O	21.2556	3.3031	36.2991	-0.1066	-0.4198	-0.41
O	10.4154	5.3209	33.4973	-0.1851	0.0163	0.2524
O	0.5755	2.3751	30.7335	-0.829	-0.2517	-0.1441
O	23.9403	0.4517	34.2053	0.2589	-0.1557	-0.11

Results
total energy: -215654.567 eV
total energy less fixed offsets of O -438.35, Si -107.03 eV per atom: -4.297 eV
